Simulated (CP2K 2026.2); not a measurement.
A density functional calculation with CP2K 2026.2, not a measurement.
Periodic cell of 499 atoms, Si360O139, from a study of silicon, its oxide and their interface. The atomic structure is a simulated model.
Doubt: the forces sum to 3.84 eV/angstrom along one axis rather than to zero, so they err by at least 0.0077 eV/angstrom per atom on average; the grid cutoff is modest.

Settings
functional: PBE
method: Gaussian and plane waves
basis set: DZVP-MOLOPT-SR-GTH
pseudopotentials: GTH-PBE
grid cutoff: 300 Ry, relative cutoff 40 Ry
k points: Gamma only
occupations: fixed
spin: none
net charge: 0

Cell vectors (angstrom)
a	16.32	0	0
b	0	16.32	0
c	-0.7806	3.2289	33.3509

Atoms and the computed forces on them: element, x, y, z (angstrom), force x, y, z (eV/angstrom)
Si	-0.915	-1.605	-1.551	-0.036	0.578	0.081
Si	1.333	1.261	1.432	0.232	-0.392	0.372
Si	-1.894	4.28	1.651	-0.074	-0.028	-0.042
Si	0.838	7.224	1.404	-0.034	-0.009	-0.11
Si	-0.844	-7.375	1.586	0.178	-0.169	0.539
Si	1.683	-4.221	1.651	-0.076	0.03	0.662
Si	4.307	-1.205	1.486	-0.327	0.206	0.39
Si	6.263	1.825	1.837	0.103	0.113	0.508
Si	4.512	3.422	1.688	-0.052	-0.017	0.503
Si	-10.35	6.465	0.843	-0.188	-0.427	0.532
Si	3.763	9.83	1.316	0.345	-0.458	0.122
Si	-7.019	-0.343	-0.951	0.063	-0.031	-0.078
Si	-3.925	0.517	-3.705	0.006	-0.065	-0.017
Si	-4.943	1.641	2.186	0.222	-0.308	0.255
Si	-6.544	3.998	1.569	-0.259	0.122	0.729
Si	-3.483	6.096	1.531	0.018	-0.048	0.047
Si	-4.972	-4.951	0.372	0.131	0.296	0.473
Si	-2.187	-1.896	1.092	-0.1	-0.433	0.434
Si	-0.051	-0.085	2.745	0.35	0.374	0.305
Si	2.644	2.613	2.803	-0.03	0.005	-0.044
Si	-0.114	5.441	2.721	0.011	0.014	0.054
Si	2.626	8.201	2.673	0.018	0.002	0.047
Si	0.086	-5.544	2.773	0.012	0.022	-0.065
Si	2.962	-2.687	2.853	-0.043	0.041	-0.039
Si	5.333	0.128	3.063	-0.024	0.023	0.022
Si	-8.211	2.887	2.785	0.057	-0.063	-0.032
Si	5.305	5.318	2.734	-0.036	-0.047	-0.082
Si	-8.218	8.265	2.395	0.13	-0.105	0.759
Si	6.805	-6.879	4.004	0.038	-0.004	0.011
Si	-8.545	-3.392	2.045	0.554	-0.202	0.272
Si	-4.867	-0.456	1.277	0.027	0.465	-0.017
Si	-2.931	2.653	2.999	-0.004	0.005	-0.007
Si	-5.299	5.429	2.881	0.017	0.021	-0.069
Si	-2.612	7.975	2.764	0.015	-0.034	-0.017
Si	-4.764	-4.79	2.698	-0.012	0.062	-0.034
Si	-2.93	-3.252	2.873	0.007	-0.001	-0.083
Si	-1.399	1.297	4.117	-0.036	-0.083	0.035
Si	1.308	4.093	4.033	0.017	-0.014	0.019
Si	-1.316	6.759	4.254	0.052	-0.044	-0.035
Si	1.415	9.5	4.199	0.015	-0.004	0.006
Si	-1.275	-4.233	4.134	0.044	0.013	0.081
Si	1.409	-1.381	4.097	0.054	0.086	-0.048
Si	3.928	1.415	4.328	-0.01	0.04	-0.013
Si	6.802	4.224	4.159	0.024	0.002	-0.064
Si	3.981	6.782	3.991	0.007	0.032	0.016
Si	5.444	-5.468	2.757	-0.482	-0.402	0.235
Si	4.183	-4.098	4.212	0.032	-0.02	-0.002
Si	-9.534	-1.265	4.14	-0.221	0.283	0.568
Si	-6.661	1.548	3.97	0.008	0.02	0.008
Si	-4.091	4.116	4.382	0.061	-0.015	0.084
Si	-6.803	6.925	3.878	-0.071	0.054	-0.019
Si	-3.993	-6.762	3.885	-0.037	0.021	-0.006
Si	-6.805	-4.089	3.702	-0.041	-0.039	-0.041
Si	-4.149	-1.624	4.005	0.391	-0.07	0.409
Si	-2.85	-0.076	5.345	-0.038	-0.002	0.024
Si	-0.03	2.711	5.432	-0.004	0.029	0.008
Si	-2.687	5.472	5.614	-0.003	-0.014	0.021
Si	0.03	8.165	5.541	0.004	0.028	0.001
Si	-2.696	-5.542	5.448	0	0.016	0.014
Si	0.019	-2.753	5.427	-0.005	0.011	-0.016
Si	2.641	-0.028	5.588	-0.026	-0.034	0.012
Si	5.446	2.794	5.476	0.01	-0.02	0.123
Si	2.677	5.435	5.42	0.017	-0.022	-0.003
Si	5.412	-8.214	5.362	-0.022	0.005	0.013
Si	2.756	-5.428	5.515	0.001	-0.016	0.009
Si	5.527	-2.707	5.522	0.036	0.007	-0.016
Si	-7.995	0.047	5.331	-0.032	-0.006	-0.043
Si	-5.523	2.787	5.599	0.006	-0.061	-0.015
Si	-8.112	5.589	5.409	0.025	0.006	0.012
Si	-5.44	8.266	5.282	-0.024	0.002	-0.014
Si	-8.099	-5.441	5.248	-0.005	0.001	0.003
Si	-5.613	-2.78	5.373	-0.042	-0.028	-0.033
Si	-1.426	-1.396	6.737	-0.017	0.03	-0.04
Si	1.288	1.371	6.866	0.007	0.037	-0.025
Si	-1.348	4.045	6.871	0.032	-0.013	0.013
Si	1.377	6.78	6.844	0.009	-0.021	0.043
Si	-1.364	9.499	6.873	0.037	-0.039	0.028
Si	1.367	-4.071	6.837	0.007	-0.013	-0.005
Si	4.099	-1.373	6.85	-0.006	0.013	-0.008
Si	6.862	1.371	6.722	0.013	0.004	-0.024
Si	4.064	4.121	6.821	-0.038	-0.001	-0.015
Si	-9.53	6.843	6.789	-0.03	-0.013	-0.036
Si	4.127	-6.822	6.792	0.002	-0.006	-0.007
Si	-9.42	-4.117	6.759	0.035	-0.009	-0.017
Si	-6.804	-1.357	6.792	0.034	0.089	0.006
Si	-4.119	1.326	6.792	0.025	0	0.014
Si	-6.863	4.187	6.856	0.016	0.017	0.005
Si	-4.13	6.889	6.772	0.004	0.042	-0.004
Si	-6.79	-6.762	6.709	-0.032	-0.009	0.008
Si	-4.141	-4.126	6.703	0.011	-0.044	-0.034
Si	-0.084	-0.024	8.157	-0.025	0.018	-0.012
Si	2.71	2.733	8.173	0.001	-0.016	0.007
Si	0.016	5.421	8.2	-0.005	0.006	0.001
Si	2.753	-8.162	8.166	0	-0.006	-0.013
Si	0.003	-5.435	8.182	0.002	0.006	0.008
Si	2.731	-2.723	8.197	0.008	-0.002	0.001
Si	5.488	0.024	8.132	0.001	0.013	-0.014
Si	-8.19	2.751	8.156	-0.006	0.018	0.015
Si	-10.877	5.471	8.164	0.009	-0.017	0.01
Si	-8.154	-8.111	8.117	0.009	0.019	0.001
Si	-10.82	-5.451	8.13	-0.008	-0.009	-0.021
Si	-8.149	-2.721	8.153	0.007	-0.026	-0.012
Si	-5.448	-0.021	8.165	0.023	-0.003	0.009
Si	-2.745	2.678	8.167	-0.022	0.003	0.004
Si	-5.45	5.511	8.169	-0.017	-0.007	0.007
Si	-2.753	8.161	8.194	-0.02	0.011	0.002
Si	-5.452	-5.449	8.131	-0.005	0.002	0.011
Si	-2.771	-2.763	8.097	0.017	0.029	-0.023
Si	-1.372	1.384	14.911	-0.005	0.005	0.01
Si	1.399	4.128	14.962	0.013	-0.031	0.02
Si	-1.357	6.791	14.95	0.021	0.001	0.008
Si	1.369	-6.795	14.956	-0.026	0.015	0.001
Si	-1.38	-4.114	14.887	0	0.016	-0.015
Si	1.338	-1.36	14.839	-0.011	0.003	-0.004
Si	4.124	1.431	14.926	0	-0.003	0.005
Si	-9.521	4.067	15.011	0.001	-0.005	0.017
Si	4.103	-9.469	14.976	-0.01	0.007	0.002
Si	-9.526	-6.8	15.017	-0.001	-0.005	0.006
Si	4.089	-4.084	14.982	0.015	0.017	0.002
Si	6.825	-1.34	14.965	-0.002	0.003	-0.015
Si	-6.819	1.338	15.004	0.018	-0.036	-0.004
Si	-4.11	4.087	14.979	-0.022	0.012	0.007
Si	-6.821	6.763	14.995	-0.008	-0.012	-0.001
Si	-4.116	9.495	14.933	-0.017	0.033	-0.006
Si	-6.796	-4.072	14.967	-0.005	0.014	0.002
Si	-4.091	-1.376	14.937	0.022	-0.02	-0.009
Si	-2.732	0.009	16.252	0.011	0	0.002
Si	0.011	2.744	16.252	0.01	0.023	-0.005
Si	-2.732	5.457	16.323	-0.007	0.006	-0.001
Si	0.002	8.159	16.306	-0.005	-0.003	-0.004
Si	-2.736	-5.475	16.254	0.016	-0.011	-0.002
Si	-0.004	-2.738	16.18	-0.01	0.005	-0.013
Si	2.668	0.072	16.122	-0.037	-0.012	0.012
Si	5.468	2.713	16.417	-0.006	-0.04	0.043
Si	2.763	5.509	16.341	-0.007	0.001	0.021
Si	5.429	-8.142	16.413	-0.024	-0.014	-0.019
Si	2.719	-5.45	16.347	-0.003	0.01	0.011
Si	5.475	-2.702	16.309	-0.017	0.028	0.011
Si	-8.152	-0.034	16.408	0.009	-0.008	0
Si	-5.468	2.713	16.349	0.023	0.011	-0.007
Si	-8.176	5.412	16.394	0.012	0.004	-0.006
Si	-5.465	8.142	16.319	0.027	0.014	0.004
Si	-8.143	-5.427	16.34	-0.004	0.019	0.007
Si	-5.432	-2.727	16.334	-0.009	-0.006	0.001
Si	-1.29	-1.333	17.515	0.007	-0.001	-0.01
Si	1.394	1.396	17.582	-0.008	-0.001	-0.019
Si	-1.337	4.079	17.624	0.018	0.005	0.012
Si	1.398	6.879	17.706	-0.007	0.002	0.042
Si	-1.444	-6.868	17.632	-0.015	-0.028	-0.018
Si	1.241	-4.115	17.6	-0.046	-0.015	0.001
Si	3.98	-1.284	17.432	0.023	-0.032	-0.024
Si	-9.51	1.293	17.821	0.008	0.009	0.01
Si	4.136	4.184	17.729	0.004	0.002	0.005
Si	-9.52	6.795	17.766	0.017	0.003	-0.015
Si	4.081	-6.756	17.792	0.022	0.013	0.027
Si	-9.459	-4.038	17.713	0.002	0.017	0.01
Si	-6.758	-1.398	17.768	0.04	0.036	-0.014
Si	-4.085	1.33	17.655	0.007	-0.015	0.027
Si	-6.849	4.009	17.766	-0.022	-0.033	0.03
Si	-4.091	6.824	17.698	0.001	0.001	0.003
Si	-6.804	9.498	17.699	-0.044	0.009	-0.005
Si	-4.037	-4.107	17.635	-0.011	-0.003	0.035
Si	0.068	-0.014	18.903	0.031	-0.025	-0.024
Si	2.641	2.869	18.934	0.003	-0.004	0.044
Si	-0.023	5.505	18.967	0.022	0	0.029
Si	2.696	8.23	19.191	0.017	-0.007	-0.012
Si	-0.16	-5.476	18.951	0.02	-0.021	-0.001
Si	2.631	-2.643	18.747	0.018	0.047	-0.035
Si	5.152	0.03	18.95	0.033	-0.082	0.027
Si	-8.169	2.652	19.259	0.019	0.024	-0.004
Si	5.501	5.469	19.228	-0.016	0.007	-0.006
Si	-8.196	8.194	19.111	0.003	0.003	0.04
Si	5.487	-5.335	19.09	-0.05	-0.055	0.01
Si	-7.952	-2.899	19.147	-0.04	-0.019	0.02
Si	-5.424	0.012	19.102	-0.035	0.004	-0.015
Si	-2.633	2.63	18.947	0.011	0.001	0.005
Si	-5.437	5.42	18.999	-0.001	0.004	-0.019
Si	-2.745	-8.167	19.135	0.001	-0.012	0.051
Si	-5.308	-5.568	18.997	0.108	-0.013	-0.003
Si	-2.628	-2.664	18.852	-0.001	-0.016	-0.007
Si	-1.249	1.257	20.317	0.009	0.008	0.01
Si	1.275	4.15	20.325	0.005	0.006	-0.092
Si	-1.375	6.74	20.419	-0.014	0.013	-0.031
Si	1.179	-6.688	20.425	-0.001	-0.007	-0.002
Si	-1.425	-4.029	20.302	0.006	0.023	-0.054
Si	1.436	-1.324	20.276	-0.007	-0.044	-0.009
Si	4.011	1.568	20.249	0.031	0.01	0.051
Si	-9.48	4.06	20.682	-0.056	0.016	0.036
Si	4.097	6.847	20.572	0.016	0.072	-0.009
Si	-9.534	9.609	20.519	0.016	0.004	0.018
Si	4.179	-3.662	20.107	0.335	0.15	-0.463
Si	-8.957	-1.977	21.028	0.116	0.467	-0.403
Si	-6.745	1.28	20.624	0.005	-0.044	0.006
Si	-3.999	4.007	20.209	0.015	0.025	0.012
Si	-6.769	6.792	20.371	-0.029	-0.019	0.009
Si	-4.039	-6.775	20.573	0.068	0.014	-0.033
Si	-6.566	-4.3	20.438	0.078	-0.013	-0.017
Si	-3.923	-1.351	20.258	0.011	0	-0.046
Si	-2.482	-0.189	21.731	-0.024	-0.058	0.001
Si	1.628	1.712	22.987	0.222	0.323	-0.391
Si	-2.638	5.19	21.685	-0.014	-0.043	0.097
Si	-0.033	8.094	21.782	0.289	-0.194	-0.306
Si	-3.177	-4.831	21.724	-0.004	-0.017	0.056
Si	0.266	-2.946	21.522	-0.011	-0.104	0.053
Si	2.694	0.221	21.587	-0.09	0.045	0.001
Si	5.421	2.549	21.918	0.028	0.008	0.021
Si	2.78	5.258	21.731	0.008	-0.08	0.027
Si	5.285	8.426	21.946	0.032	-0.094	-0.641
Si	1.833	-4.803	21.746	-0.619	0.057	-0.37
Si	5.213	-1.614	20.615	-0.062	0.094	-0.136
Si	-7.925	-0.189	22.135	0.011	-0.026	0.101
Si	-5.172	2.682	21.712	-0.033	-0.039	0.019
Si	-7.908	5.409	21.905	0.019	-0.002	0.02
Si	-5.363	-8.309	21.819	0.047	-0.016	0.083
Si	-7.84	-5.734	21.862	-0.015	0.036	0.003
Si	-4.852	-3.065	21.523	0.111	-0.356	-0.444
Si	-1.14	-1.776	23.015	0.294	0.353	-0.231
Si	-0.01	2.721	21.676	-0.034	0.028	0.038
Si	-1.726	3.471	23.098	-0.004	0.029	0.035
Si	-6.401	4.976	-1.293	-0.018	0.114	0.112
Si	1.36	6.598	22.946	0.002	0.114	-0.645
Si	-10.555	5.307	-4.545	0.009	-0.036	-0.148
Si	4.535	-0.671	22.66	0.267	0.342	-0.299
Si	-9.901	0.756	23.254	0.033	-0.028	0.003
Si	3.563	3.456	23.118	-0.162	-0.268	-0.528
Si	-8.633	7.094	23.407	0.642	0.023	-0.423
Si	-10.783	-4.214	25.182	0.015	0.083	-0.013
Si	-8.523	-4.035	23.221	0.12	-0.357	-0.371
Si	-6.632	-1.67	23.516	-0.285	0.404	-0.575
Si	-3.435	1.632	22.949	0.271	0.25	-0.445
Si	-6.011	4.447	23.02	0.012	0.039	0.01
Si	-4.344	6.193	22.884	-0.128	-0.155	-0.561
Si	-6.987	-7.432	23.275	-0.069	-0.071	0.067
Si	-2.533	-4.461	23.972	-0.27	-0.069	-0.632
Si	-1.537	-3.551	-3.784	0.092	-0.028	0.122
Si	-0.15	-0.379	24.607	-0.11	-0.258	-0.467
Si	3.504	-5.909	23.805	0.056	-0.076	-0.064
Si	-10.71	2.535	-0.816	-0.103	0.125	0.081
Si	-4.513	1.42	25.86	-0.108	0.028	0.008
Si	-8.894	-5.974	-3.788	-0.296	0.133	0.618
Si	-10.188	-6.106	-1.735	0.348	0.158	-0.591
Si	4.048	-7.912	-0.552	-0.22	0.465	0.277
Si	-4.849	-4.293	26.189	-0.086	-0.046	0.007
Si	-9.048	5.134	25.797	-0.8	-0.261	-0.166
Si	-9.264	4.946	-1.74	-0.023	-0.059	0.005
Si	1.224	7.083	-0.965	-0.107	0.139	0.439
Si	-3.736	6.445	-0.748	0.097	-0.319	0.659
Si	1.354	-4.256	-3.824	-0.055	0.052	0.051
Si	-6.28	2.133	-2.307	-0.045	-0.079	-0.037
Si	4.872	4.717	25.824	0.849	0.052	-0.106
Si	-6.341	3.936	25.287	0.204	0.08	-0.536
Si	-4.792	5.727	27.366	0.058	-0.031	-0.086
Si	-6.208	-1.128	-3.932	0.017	0.013	-0.008
Si	1.081	1.86	-3.33	-0.08	0.089	0.026
Si	5.27	-1.946	-3.049	0.144	0.136	0.201
Si	-0.909	2.983	-0.036	-0.375	0.265	0.335
Si	-6.73	-6.667	25.526	0.031	-0.203	-0.466
Si	3.632	0.581	-1.932	-0.245	-0.103	0.659
Si	-7.417	-6.501	-0.189	-0.087	-0.122	-0.072
Si	-5.149	5.089	-5.323	0.051	0.053	-0.156
Si	-2.919	-6.917	-0.566	0.155	-0.008	0.145
Si	-9.469	-1.959	-0.367	-0.064	-0.108	0.03
Si	-3.846	-4.864	-2.262	-0.006	0.11	0.119
Si	-6.05	-6.938	-2.832	0.031	-0.051	0.03
Si	-7.402	-3.747	-5.389	-0.098	0.05	0.029
Si	1.94	-7.805	25.258	0.004	-0.051	-0.093
Si	-9.959	0.731	25.737	0.076	0.125	-0.686
Si	1.822	-2.213	-0.489	0.157	0.686	0.218
Si	4.357	-1.521	25.522	-0.025	0.012	-0.081
Si	0.486	4.613	-2.36	0.051	-0.116	-0.047
Si	-7.938	5.952	-5.659	0.002	-0.046	-0.165
Si	-1.388	6.665	-2.539	0.032	0.025	0.044
Si	-3.773	7.58	-4.267	-0.025	0.052	0
Si	1.723	-1.818	-5.464	-0.063	-0.076	0.082
Si	-1.421	0.659	-1.745	0.119	-0.599	0.297
Si	1.653	-1.195	26.777	-0.018	0.021	0.121
Si	-1.851	0.947	26.842	0.03	0.017	0.053
Si	-0.551	4.746	24.777	-0.356	-0.509	-0.22
Si	-0.999	-7.051	24.531	-0.1	-0.206	-0.076
Si	-10.027	-0.442	-5.506	-0.032	-0.02	-0.048
Si	-7.781	1.319	-4.703	0.029	-0.09	-0.033
Si	-9.897	7.943	-5.304	0.012	0.101	0.172
Si	3.139	6.666	27.237	0.126	-0.046	-0.075
Si	3.708	-4.106	-2.069	-0.066	-0.114	0.056
Si	-5.819	-1.275	26.382	0.051	-0.045	-0.022
Si	-2.718	6.895	25.517	0.012	-0.005	-0.125
Si	1.097	4.281	27.426	-0.123	0.132	-0.137
Si	2.726	-0.144	0.145	-0.043	-0.091	-0.15
Si	-1.394	1.343	9.546	-0.008	-0.014	0.012
Si	1.374	4.083	9.558	0.004	0.009	0.012
Si	-1.376	6.785	9.524	-0.005	-0.017	-0.001
Si	1.376	-6.804	9.516	0.004	-0.004	-0.002
Si	-1.386	-4.077	9.499	-0.007	-0.029	0.009
Si	1.34	-1.348	9.512	0.006	-0.007	-0.018
Si	4.104	1.373	9.501	0	0.016	0.003
Si	-9.539	4.093	9.529	-0.032	-0.023	-0.003
Si	4.102	6.822	9.54	0.002	0.01	0
Si	-9.496	-6.789	9.527	0.001	0.008	0.013
Si	4.118	-4.096	9.504	-0.013	0.001	-0.001
Si	-9.51	-1.359	9.507	-0.015	-0.018	-0.003
Si	-6.81	1.374	9.494	0.022	-0.007	-0.015
Si	-4.099	4.089	9.497	0.043	0.01	0.001
Si	-6.822	6.841	9.522	0.006	-0.003	-0.004
Si	-4.107	-6.791	9.532	0.023	0.002	0.002
Si	-6.793	-4.082	9.509	0.004	0.037	0.006
Si	-4.089	-1.387	9.498	-0.019	0.026	0.009
Si	-2.763	-0.015	10.878	0.019	-0.021	0.005
Si	-0.008	2.716	10.882	0.003	-0.01	0.002
Si	-2.733	5.427	10.879	0.012	0.003	0.004
Si	-0.002	-8.164	10.864	-0.003	-0.006	-0.007
Si	-2.728	-5.439	10.873	-0.021	0.016	0.017
Si	-0.013	-2.721	10.861	-0.017	0.026	0
Si	2.728	0.013	10.86	-0.002	0	0.005
Si	-10.884	2.737	10.89	0	0.014	0.009
Si	2.736	5.464	10.889	0.007	-0.016	-0.006
Si	-10.854	-8.15	10.897	-0.013	-0.005	0.003
Si	2.748	-5.448	10.864	0.018	0	-0.008
Si	-10.864	-2.718	10.873	-0.01	0.013	0.002
Si	-8.155	0.01	10.863	-0.003	0.014	0.001
Si	-5.461	2.731	10.865	-0.015	0.003	0.001
Si	-8.169	5.453	10.882	0.005	0.002	0.004
Si	-5.463	-8.145	10.9	-0.008	0.009	0.011
Si	-8.155	-5.428	10.89	-0.008	-0.012	0
Si	-5.445	-2.725	10.87	0.026	-0.029	0.002
Si	-1.387	-1.367	12.21	-0.012	0.025	0.004
Si	1.377	1.379	12.231	0.002	0.016	0.018
Si	-1.367	4.081	12.241	-0.005	0.002	0.008
Si	1.364	-9.504	12.238	0	-0.003	-0.007
Si	-1.363	-6.809	12.222	0.006	0	-0.006
Si	1.374	-4.083	12.205	0.005	-0.016	-0.011
Si	4.098	-1.348	12.224	0	-0.02	-0.005
Si	-9.506	1.372	12.232	-0.015	-0.008	-0.005
Si	-12.222	4.12	12.244	-0.015	-0.011	0.003
Si	-9.514	-9.519	12.268	0.004	-0.004	0.001
Si	-12.222	-6.79	12.247	-0.013	0.001	-0.003
Si	-9.516	-4.072	12.256	0.007	0.009	0.002
Si	-6.802	-1.354	12.225	0.009	-0.01	-0.004
Si	-4.114	1.364	12.236	0.003	-0.005	0.005
Si	-6.816	4.078	12.245	0.014	-0.003	-0.008
Si	-4.096	6.792	12.237	-0.004	-0.012	0
Si	-6.826	-6.801	12.267	0.009	0.023	0.01
Si	-4.098	-4.09	12.225	0.003	0.021	0
Si	-0.032	0.014	13.535	-0.002	-0.044	-0.004
Si	2.741	2.77	13.584	0.001	0.015	-0.007
Si	0.01	5.446	13.59	-0.007	-0.004	-0.002
Si	2.731	-8.147	13.597	0.007	0.001	-0.011
Si	0.019	-5.452	13.562	0.005	0.011	-0.004
Si	2.748	-2.731	13.565	-0.01	0.023	0.005
Si	5.462	0.019	13.593	0.004	0.003	0.003
Si	-8.164	2.715	13.629	-0.003	-0.004	0.002
Si	-10.867	5.449	13.643	-0.017	-0.016	-0.003
Si	-8.173	-8.167	13.648	0.005	-0.01	0.004
Si	-10.869	-5.444	13.625	-0.019	-0.002	0
Si	-8.148	-2.707	13.602	-0.002	0.005	-0.009
Si	-5.464	-0.001	13.607	-0.009	0.022	0.002
Si	-2.754	2.738	13.588	0.028	0.006	0
Si	-5.46	5.436	13.605	0.005	0.001	-0.001
Si	-2.724	8.15	13.588	-0.002	-0.006	0.003
Si	-5.456	-5.437	13.596	0.012	-0.003	-0.006
Si	-2.741	-2.731	13.568	-0.015	-0.029	-0.008
O	-0.981	-1.025	1.765	0.242	0.104	-0.173
O	-9.314	7.572	1.407	0.132	0.149	-0.354
O	-8.523	-4.546	-4.508	-0.177	0.444	-0.219
O	-8.524	-0.657	-0.488	-0.065	0.248	0.42
O	-6.547	-5.14	-0.016	-0.182	0.301	0.124
O	-8.929	-2.011	2.804	-0.043	0.348	-0.349
O	-5.122	-1.245	2.691	-0.613	-0.233	0.188
O	3.333	-4.252	21.39	0.104	-0.189	0.377
O	2.186	7.497	24.024	0.263	-0.088	-0.173
O	-1.403	-5.488	24.532	0.462	0.037	0.481
O	-10.06	1.469	0.219	0.083	-0.45	-0.369
O	2.057	-5.445	23.229	-0.242	-0.135	0.556
O	4.301	-6.854	22.742	-0.321	-0.015	-0.171
O	-9.366	-3.077	22.222	-0.557	-0.222	0.047
O	-8.706	6.457	24.913	-0.095	0.412	0.299
O	-5.213	-2.191	22.895	0.322	-0.01	0.232
O	-5.695	5.166	26.142	0.063	0.217	-0.403
O	-6.137	-4.672	-5.793	0.138	-0.343	0.275
O	-5.058	-2.692	26.304	0.244	-0.126	0.173
O	-7.438	-6.699	-3.637	0.075	-0.22	0.076
O	-1.474	-6.952	0.124	0.372	0.059	-0.523
O	-9.245	4.997	-5.487	0.118	-0.468	-0.128
O	-8.676	5.492	27.347	-0.032	0.413	0.121
O	0.471	2.348	0.554	0.049	-0.038	-0.063
O	1.04	-3.241	0.513	-0.459	0.072	-0.048
O	5.23	-7.491	-1.627	-0.053	-0.363	-0.449
O	-7.436	2.237	-3.436	-0.446	0.171	0.104
O	-10.827	-1.773	0.491	0.152	-0.128	-0.324
O	-6.93	4.828	0.231	-0.168	0.266	0.016
O	4.592	7.091	0.243	-0.15	-0.234	0.344
O	0.68	-1.449	25.514	-0.056	-0.466	-0.307
O	4.401	-3.287	-3.279	0.177	-0.27	-0.466
O	-10.219	5.266	-2.977	-0.242	-0.047	0.192
O	4.656	4.181	-4.876	-0.152	-0.286	0.23
O	-0.513	5.509	-3.291	-0.05	-0.142	-0.652
O	-1.49	-3.362	-5.385	-0.389	-0.191	-0.12
O	-2.063	-7.947	25.383	0.071	0.057	0.313
O	-1.621	-2.442	-0.335	-0.113	-0.564	-0.087
O	-3.558	8.018	-1.02	-0.248	0.244	-0.293
O	4.132	4.069	24.535	0.021	0.301	0.149
O	4.913	-5.009	-1.429	0.05	0.04	0.466
O	-5.035	-8.027	-3.495	-0.085	-0.233	-0.186
O	-5.517	2.789	1.143	0.111	-0.096	-0.6
O	-3.031	-4.071	-3.399	-0.181	0.298	-0.579
O	-3.788	6.695	24.337	-0.243	0.256	0.159
O	-0.56	1.759	27.365	-0.036	0.304	-0.223
O	-4.083	-6.324	0.386	-0.197	-0.106	0.147
O	-2.437	5.863	-1.555	0.185	-0.642	-0.072
O	0.835	0.865	24.187	-0.02	0.351	0.126
O	-5.823	3.583	-1.833	0.374	-0.046	-0.167
O	0.737	1.495	-4.866	-0.536	0.186	-0.221
O	2.686	-5.299	0.923	0.162	0.061	-0.396
O	-4.987	1.394	-2.882	-0.018	0.084	0.251
O	-4.877	3.52	-5.076	-0.093	-0.359	0.198
O	-9.384	-4.548	24.478	0.273	-0.129	0.052
O	1.257	3.467	-3.184	0.378	0.329	-0.012
O	-3.12	1.92	26.555	0.037	0.612	0.27
O	-4.153	1.088	24.321	-0.215	-0.376	-0.02
O	-0.977	-7.553	22.981	-0.607	-0.247	-0.245
O	-1.993	-2.918	23.882	-0.235	0.077	0.465
O	-3.527	6.616	26.884	0.139	-0.035	0.232
O	0.466	4.182	25.93	0.354	-0.493	-0.045
O	4.767	1.749	-1.933	0.035	-0.112	-0.617
O	-0.215	7.508	-1.712	-0.204	0.542	-0.011
O	-8.524	-3.036	0.436	0.175	-0.229	-0.129
O	4.469	3.769	27.102	-0.626	0.048	0.236
O	-6.742	-1.024	-2.401	-0.135	-0.601	-0.048
O	-1.559	5.777	25.496	-0.074	-0.072	0.266
O	-3.563	1.229	-5.104	0.152	-0.211	-0.097
O	-5.986	-0.882	0.181	-0.108	-0.538	0.098
O	3.125	-6.712	25.155	0.349	0.016	0.647
O	2.096	7.736	26.643	-0.42	0.285	0.435
O	-4.578	-0.971	-3.927	0.385	-0.511	0.004
O	-3.411	-0.891	0.697	-0.008	0.223	-0.324
O	-10.141	7.637	23.071	-0.355	0.154	0.225
O	-2.314	7.582	-3.517	0.289	0.26	-0.192
O	-6.668	5.376	-4.859	-0.091	-0.203	0.616
O	2.466	-0.393	-5.458	0.725	-0.047	0.079
O	4.962	-0.085	25.953	-0.472	0.104	0.195
O	-7.345	-7.206	1.285	0.104	-0.021	0.192
O	-6.45	-0.94	24.932	-0.549	0.495	-0.12
O	-9.652	5.743	-0.407	0.136	0.068	-0.012
O	0.357	5.605	23.755	-0.055	-0.11	-0.336
O	-5.773	-7.641	26.44	0.407	-0.234	-0.312
O	-2.772	-6.01	-1.877	0.54	0.108	-0.135
O	-9.748	-4.483	2.074	-0.017	-0.199	-0.416
O	-1.415	-2.15	-2.993	-0.076	0.296	-0.305
O	-8.407	7.361	-5.013	0.412	0.444	0.488
O	-6.67	0.142	-4.849	0.135	0.15	-0.228
O	5.329	6.867	-4.765	-0.557	0.18	0.204
O	-5.174	6.02	-1.377	-0.089	0.279	-0.454
O	-10.033	2.128	26.571	-0.006	0.233	0.118
O	-4.153	6.014	-4.458	0.134	-0.391	0.547
O	-6.184	-5.136	25.755	-0.429	0.397	-0.119
O	-2.602	0.499	-2.818	-0.107	-0.125	-0.103
O	4.33	-0.725	-2.579	-0.193	0.15	-0.368
O	4.247	6.192	26.141	0.284	0.319	-0.318
O	-9.904	-6.879	-4.703	-0.348	0.061	-0.299
O	-8.806	-0.089	26.527	0.396	-0.099	-0.393
O	-0.459	3.919	-1.259	-0.111	0.22	-0.13
O	3.09	-1.855	26.467	0.13	-0.616	0.552
O	-8.97	-6.18	-0.609	-0.096	0.105	0.185
O	-4.288	-4.084	-0.871	-0.002	0.602	0.033
O	-7.979	3.94	25.419	-0.181	-0.55	-0.253
O	-10.528	-1.62	-4.542	0.359	-0.379	-0.103
O	-9.921	-2.288	-1.911	0.212	-0.099	-0.36
O	4.356	-4.592	24.158	-0.249	0.389	-0.118
O	2.576	8.019	-1.219	-0.124	0.494	-0.061
O	-0.217	-4.472	-3.424	0.079	-0.683	0.245
O	-7.388	-3.07	23.845	0.308	-0.141	0.267
O	-9.163	0.511	-4.524	-0.141	0.033	0.388
O	1.753	-5.003	-5.219	-0.09	-0.693	0.047
O	5.385	-5.135	26.47	-0.47	-0.475	0.071
O	-6.856	1.261	-1.073	-0.257	0.239	0.334
O	-3.574	-8.039	-5.71	0.324	0.043	0.02
O	1.539	5.605	-1.605	0.595	-0.238	0.146
O	-0.13	1.341	-2.43	0.176	-0.16	0.247
O	-9.477	3.369	-1.435	0.398	-0.177	-0.184
O	-7.739	5.35	-2.121	-0.027	-0.004	-0.621
O	0.69	-1.873	-1.586	-0.173	-0.003	-0.252
O	-5.218	-5.535	-2.813	-0.114	0.345	-0.043
O	-8.237	-6.87	26.156	-0.388	-0.141	-0.457
O	3.943	-1.504	23.955	-0.228	-0.234	-0.071
O	-4.934	0.063	26.651	0.144	0.008	0.696
O	-10.836	-2.669	25.649	0.228	-0.026	0.522
O	3.142	-3.021	-1.006	0.257	0.17	0.109
O	-5.685	2.547	25.868	-0.145	-0.171	0.016
O	-1.823	1.711	-0.55	-0.327	-0.168	0.19
O	4.566	3.5	0.016	-0.426	0.412	-0.317
O	-6.599	-7.347	-1.331	0.179	-0.635	0.218
O	-1.409	0.212	25.467	-0.42	-0.319	-0.022
O	0.457	-7.189	25.2	0.04	0.446	0.334
O	-3.747	-4.543	25.039	-0.213	-0.33	-0.211
O	3.058	2.136	-5.732	-0.075	-0.001	0.124
O	1.588	-2.649	-4.071	-0.038	0.226	0.322
O	2.431	1.109	-2.874	-0.005	-0.451	-0.128
O	1.783	0.42	26.92	0.539	0.323	-0.284
O	2.378	-4.827	-2.684	-0.094	-0.308	0.13
O	-6.817	-2.48	-4.558	0.154	-0.027	0.299

Results
total energy: -99450.829 eV
total energy less fixed offsets of O -438.25, Si -107.07 eV per atom: 11.121 eV
